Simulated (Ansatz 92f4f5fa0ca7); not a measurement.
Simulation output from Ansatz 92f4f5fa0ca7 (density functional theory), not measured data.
Periodic cell of 268 atoms, Si148O120, from a study of silicon, its oxide and their interface. The atomic structure is a simulated model.
This geometry differs little from another in the collection (a relaxation step or a small displacement).

Settings
functional: r2SCAN
potential files: Ansatz PAW
basis: plane waves
wave-function cutoff: 800 eV
density cutoff ratio: 5
exchange-correlation grid ratio: 1
k mesh: 1 x 1 x 1, shifted by 0.5 0.5 0 of a step
self-consistency stop: 1e-10 eV per atom in the density residual
occupations: fixed
spin: none
net charge: 0

Cell vectors (angstrom)
a 10.88 0 0
b 0 10.88 0
c 0 0 37.6809

Atoms and the computed forces on them: element, x, y, z (angstrom), force x, y, z (eV/angstrom)
Si -0.3798 0.225 -0.1416 -0.0277 0.0291 0.0995
Si 3.1194 2.3128 -0.0434 -0.0133 0.0231 0.0758
Si -0.3293 5.8332 -0.3691 -0.0156 -0.0074 0.1442
Si 3.0246 8.0515 -0.0334 -0.0805 -0.0332 0.0711
Si 5.3385 0.1983 0.4095 -0.0035 0.0001 0.0676
Si 8.3004 2.4762 -0.3601 0.0255 -0.0018 0.1346
Si 5.2819 5.8861 0.0359 0.0057 -0.0953 0.0531
Si 8.2745 7.9557 0.2313 0.0321 -0.0076 0.0913
Si 1.2752 1.3442 1.1075 0.0012 -0.0082 -0.008
Si 4.152 4.1252 1.0993 0.0136 -0.0025 -0.0083
Si 1.2946 6.887 1.0563 0.0131 0.0228 -0.0212
Si 4.1512 9.4046 1.4755 0.0091 0.0067 -0.0046
Si 6.9932 1.452 1.3551 -0.002 -0.0171 -0.0076
Si 9.4942 4.1112 0.9453 0.0017 -0.0048 -0.0193
Si 6.793 6.7893 1.5728 -0.0005 -0.012 -0.0084
Si 9.4804 9.5969 1.3307 -0.0169 -0.0142 -0.0187
Si -0.0264 2.783 2.4483 -0.0184 0.0035 0.0021
Si 2.6624 -0.0084 2.5811 0.0167 -0.0121 -0.0074
Si 0.0169 8.1861 2.5699 0.0026 -0.0131 0.0088
Si 2.6998 5.4823 2.4435 0.0038 0.0104 0.0094
Si 5.4832 2.7913 2.5849 -0.0167 -0.0238 -0.0008
Si 8.1992 0.0369 2.7444 -0.0068 0.0063 0.0081
Si 5.477 8.1524 2.8785 0.0154 0.0278 0.014
Si 8.2109 5.3099 2.6114 0.0062 -0.0019 0.0049
Si 1.3635 4.1121 3.8473 0.0014 -0.0099 -0.0068
Si 4.0718 1.3879 3.8963 0.0184 -0.0026 -0.0001
Si 1.3621 9.5107 3.9723 -0.0104 -0.0098 -0.0194
Si 4.0268 6.7444 4 -0.0002 -0.003 -0.0136
Si 6.8286 4.0486 4.0134 0.0114 0.0021 -0.0153
Si 9.5933 1.422 3.9736 0.0063 -0.0047 -0.017
Si 6.8271 9.5793 4.1043 -0.0144 0.0011 0.0115
Si 9.5448 6.7771 3.908 -0.0209 0.0172 -0.0103
Si 0.0352 0.0103 5.321 0.0042 0.0077 0.0022
Si 2.7185 2.7449 5.2544 0.0024 -0.0062 -0.0068
Si 0.0249 5.4431 5.2825 0.0023 -0.004 -0.0051
Si 2.7038 8.1501 5.3412 0.0086 0.0043 0.008
Si 5.4042 0.0586 5.3477 -0.0038 0.0034 -0.0034
Si 8.1831 2.7034 5.3601 -0.0054 -0.006 0.0045
Si 5.4491 5.4218 5.3303 -0.0049 0.0031 0.0088
Si 8.2078 8.1404 5.3298 -0.0039 -0.0042 -0.0087
Si 1.3936 1.3709 6.6569 0.0026 -0.0088 0.004
Si 4.0775 4.0701 6.663 0.0085 -0.0046 0.004
Si 1.3491 6.7946 6.6882 0.0012 0.0047 0.0005
Si 4.0717 9.5327 6.6781 0.0068 -0.0014 0.003
Si 6.806 1.3555 6.7092 -0.0072 0.0012 0.005
Si 9.5473 4.0895 6.6745 -0.0034 -0.0005 0.0019
Si 6.8187 6.7889 6.6713 -0.0021 0.0078 0.0022
Si 9.5617 9.5147 6.6752 -0.0025 0.0011 0.002
Si 0.0149 2.7021 8.0205 0.0044 -0.0027 -0.0018
Si 2.7222 0.0113 8.0488 0.004 0.0055 0.0002
Si 0.0107 8.1569 8.0646 -0.0025 -0.0006 -0.0012
Si 2.7066 5.4222 8.0229 0 0.0072 -0.0036
Si 5.4413 2.7307 8.0341 0.0059 -0.0073 0.0023
Si 8.192 -0.0209 8.0233 -0.0091 -0.0141 -0.0032
Si 5.449 8.1566 7.9946 0.0019 0.0044 -0.0017
Si 8.1884 5.4421 8.0465 -0.0016 -0.0007 0.002
Si 1.3478 4.0577 9.3924 0.0003 0.0033 0.0023
Si 4.0714 1.3948 9.3939 0.001 -0.002 0.0075
Si 1.3577 9.5325 9.4199 -0.0003 -0.0011 -0.0031
Si 4.0714 6.8041 9.3401 0.0063 -0.0017 0.004
Si 6.8275 4.0633 9.3866 -0.0101 -0.0012 -0.0057
Si 9.5389 1.3472 9.3978 0.001 -0.0055 -0.0024
Si 6.8515 9.4682 9.3365 0.0011 0.0012 0.0029
Si 9.5517 6.7828 9.439 0.0021 0.0085 0.0049
Si 0.0001 0.0083 10.803 0.0077 -0.0078 0.0215
Si 2.6914 2.7434 10.7919 0.0158 -0.029 0.016
Si 0.0041 5.3728 10.8076 -0.0063 0.006 0.0085
Si 2.7171 8.1333 10.7349 -0.0005 0.005 0.0125
Si 5.5131 0.0036 10.5979 0.0044 0.0057 -0.0161
Si 8.2005 2.7172 10.7726 -0.0027 0.0111 0.0038
Si 5.4274 5.4344 10.668 0.0054 0.0034 0.0061
Si 8.1715 8.137 10.774 -0.0087 0.005 0.0206
Si 1.3204 1.4106 12.1919 0.0095 0.0136 -0.011
Si 4.0888 4.142 12.0827 0.0022 0.0052 -0.0106
Si 1.4114 6.7078 12.1359 0.0111 0.0087 -0.0019
Si 4.1685 9.5568 11.9095 0.0034 -0.0036 -0.0082
Si 6.821 1.3007 12.0263 -0.0156 -0.0257 -0.0175
Si 9.5023 4.0489 12.2444 0.0125 -0.0059 0.002
Si 6.7782 6.7221 12.05 -0.0001 0.0146 -0.0145
Si 9.5216 9.4968 12.1574 -0.0073 -0.0122 -0.017
Si -0.0111 2.7476 13.721 -0.004 0.0012 0.0211
Si 2.8339 -0.0279 13.2837 -0.0012 -0.0027 -0.0062
Si -0.0431 7.9924 13.4455 0.0062 0.0141 0.0099
Si 2.8352 5.4624 13.6108 0.0154 -0.0007 0.0219
Si 5.4206 2.6654 13.2849 -0.0007 0.0123 0.0091
Si 8.1504 0.0328 13.5017 0.0007 -0.0091 0.029
Si 5.4568 8.1877 13.2665 0.0103 0.0033 0.0099
Si 8.0009 5.3687 13.5525 -0.0058 -0.0003 0.012
Si 1.6547 3.9448 14.9884 -0.0258 -0.0118 -0.1534
Si 3.8489 1.6168 14.6502 -0.0135 0.0091 -0.0954
Si 1.6456 9.2343 14.3979 0.003 -0.0339 -0.0871
Si 3.9789 7.2085 14.7806 -0.0061 -0.0006 -0.11
Si 6.8647 3.6713 14.8185 0.006 0.0635 -0.0737
Si 9.2085 1.5482 14.9597 0.0747 0.0178 -0.1266
Si 6.9932 9.247 14.6522 -0.0014 0.0161 -0.1205
Si 9.1779 6.9298 14.8231 -0.0135 -0.006 -0.1098
Si 2.3462 4.2819 17.8932 -0.0004 -0.0129 -0.117
Si -4.5775 12.4874 22.2601 -0.0114 -0.0045 -0.0658
Si -0.6948 8.9738 18.8197 -0.0126 0.006 -0.0859
Si 3.7161 9.2165 18.8437 0.0078 -0.0004 -0.0868
Si 6.5465 1.9815 19.413 0.0036 -0.0019 -0.0969
Si -5.0662 11.1833 24.9922 -0.0023 0.0089 -0.0198
Si 5.8115 8.1153 17.0363 -0.0073 0.001 -0.1184
Si 4.9598 2.8334 17.0133 0.0197 0.0058 -0.1182
Si 5.9295 6.3536 21.7065 -0.001 -0.0053 -0.0669
Si -0.3672 4.1386 21.9185 -0.0075 -0.0013 -0.0584
Si -0.3153 -1.9678 21.8386 0.0027 -0.0002 -0.0798
Si 9.0933 11.7281 18.0424 0.0146 0 -0.1025
Si 1.4845 10.1915 17.1257 -0.0059 -0.0052 -0.0965
Si 8.5325 6.6001 17.7367 -0.0041 0.0149 -0.112
Si -3.3174 -4.2396 25.6488 0.0015 0.0068 -0.0098
Si -2.9715 8.186 23.0826 -0.0011 -0.011 -0.0458
Si -9.662 10.8926 23.2113 0.0108 0.0021 -0.045
Si 3.2294 6.5035 20.1028 -0.0055 0.0082 -0.0842
Si 5.3954 11.4882 31.2848 0.008 0.0026 0.0618
Si 8.7786 2.2771 23.6023 0.0046 0.0113 -0.0444
Si 1.3432 17.3921 22.6259 0.0174 0.0003 -0.052
Si 7.5067 3.7338 25.9688 -0.0017 -0.005 -0.0043
Si -1.1633 5.2576 26.9828 0.0154 0.0012 0.0187
Si 1.0141 -4.3681 25.4968 0.0128 -0.0006 -0.0109
Si -4.8612 9.1177 29.4902 0.0197 0.0167 0.0696
Si 2.7329 11.2377 20.8404 0.0012 -0.0127 -0.0756
Si 4.9189 6.0839 30.2379 0.0059 -0.0032 0.0511
Si 8.0532 4.6667 20.0782 -0.0069 0.0019 -0.0881
Si 0.8914 12.5714 18.8234 -0.0099 0.0063 -0.0855
Si 3.3999 -6.9592 28.7597 -0.0001 -0.0007 0.0541
Si 2.3917 8.1499 27.5011 0.0002 -0.007 0.03
Si 2.2004 2.672 22.2886 -0.0004 -0.0141 -0.0502
Si 0.3931 -1.4889 25.7452 0.0098 0.0005 -0.0096
Si -2.2282 10.6265 24.9433 -0.0008 -0.0042 -0.0164
Si 4.8599 2.8865 26.2471 -0.0048 0.0047 -0.0007
Si -6.2281 4.0663 23.3762 0.0027 0.0022 -0.0372
Si 2.2218 7.3257 30.4708 -0.0087 0.0173 0.0697
Si -1.5263 1.0647 32.9592 -0.008 -0.0166 0.0606
Si 0.1637 5.7487 34.1319 -0.0183 0.0116 0.1175
Si 1.8525 -2.8095 33.2321 -0.0058 0.0054 0.0778
Si 0.6155 4.9796 29.4745 0.0053 -0.0124 0.061
Si -2.1584 -3.0825 33.78 -0.0062 0.0006 0.0693
Si -5.5159 -2.1543 26.5578 0.0031 0.0115 0.0234
Si -7.6031 2.4761 31.5856 0.0012 -0.0058 0.0617
Si 5.7842 3.6202 31.9655 0.0175 -0.0182 0.0731
Si 4.5489 0.9998 35.3892 -0.0075 -0.0048 0.1039
Si -0.2182 -0.955 34.7433 -0.0043 0.0094 0.0822
Si -3.1312 9.8086 31.6654 0.0284 0.004 0.0678
Si 3.8554 9.0796 34.9441 0.0163 0.0103 0.0929
Si 7.0089 2.5464 34.4078 0.01 -0.0053 0.1027
Si 6.4935 7.4901 35.6776 -0.009 -0.0181 0.0862
Si 11.2315 3.3284 32.0964 -0.0142 -0.004 0.0806
O 0.1884 -0.6261 -1.4108 0.0038 -0.0142 -0.0714
O -3.3894 -1.5232 -7.5476 -0.0166 -0.01 -0.0412
O 1.7203 8.3016 -6.0356 0.0097 -0.0092 -0.0541
O 6.0764 2.1526 -6.4995 -0.001 0.0019 -0.0247
O 5.1684 -0.4477 -7.648 -0.0092 -0.0118 -0.0286
O 0.0831 5.4879 -1.9304 0.0122 0.0019 -0.1
O 2.8569 8.8293 -1.4648 0.0072 0.0121 -0.0669
O 1.4913 6.583 -3.9294 0.0162 0.008 -0.0404
O 4.1159 1.2547 0.6794 -0.0019 -0.0187 -0.0083
O 3.4275 2.0063 -1.6376 0.0208 -0.0143 -0.0609
O 7.5324 2.9514 -1.7583 -0.0264 0.003 -0.0954
O 8.0768 1.5014 -3.8511 0.0098 -0.0106 -0.0343
O 3.9608 6.7603 -0.3509 0.0257 0.0746 0.0034
O 6.1176 6.026 -1.376 -0.0075 0.0228 -0.0597
O 9.3576 6.947 -0.4891 0.0062 0.0219 -0.0641
O 7.2809 8.4576 -0.9576 -0.0127 0.0076 -0.0361
O 2.6154 2.6228 15.0181 0.0112 -0.0028 0.0748
O 1.4394 4.5431 16.5298 0.0151 0.0016 0.0948
O 4.6216 1.5171 16.1009 0.0002 -0.0046 0.0685
O 8.1514 2.7589 15.2107 -0.0535 -0.0593 0.0157
O 1.0909 10.1936 15.578 -0.0008 0.0177 0.0716
O 9.4033 11.774 16.4463 -0.0027 -0.0094 0.1244
O 2.6943 8.1752 15.0737 -0.0201 0.0144 0.0618
O 4.7748 7.1338 16.2233 0.0191 0.0011 0.077
O 9.3507 -4.5481 16.347 -0.0063 0.0004 0.0852
O 6.0765 1.139 20.7208 -0.0039 -0.0069 0.0541
O 6.0709 3.7698 16.2585 -0.0228 -0.013 0.0868
O 9.484 4.2627 20.6989 0.0183 -0.0028 0.0374
O 5.2148 16.3971 22.912 -0.005 -0.0094 0.0297
O 1.2993 11.7426 17.5032 -0.0024 0.0193 0.0373
O 29.6743 12.6722 22.3338 0.0095 -0.001 0.0256
O 8.2361 8.2448 15.0003 0.0052 0.0005 0.0633
O 2.7008 5.4838 18.9364 -0.0015 0.0263 0.0496
O 2.929 7.9874 19.5358 -0.0098 -0.0108 0.0386
O -13.4388 5.2573 18.5965 -0.0015 -0.0266 0.0588
O -7.1424 3.8331 17.2477 -0.0087 0.0221 0.0517
O 7.2559 5.6651 21.0722 -0.0102 0.012 0.0374
O 3.7668 10.4389 19.909 -0.0018 0.0198 0.0393
O 10.1557 1.8057 18.8224 0.009 0.0127 0.0419
O 7.6063 12.1643 18.4263 -0.0209 0.0077 0.0369
O 5.2802 2.271 18.4788 0.0126 -0.0175 0.066
O 0.029 5.6113 22.4054 -0.0039 0.0072 0.0254
O 5.1801 8.7184 18.3933 -0.018 0.0069 0.0544
O 9.1906 10.2057 18.5548 0.0023 -0.015 0.0377
O 4.8168 6.4543 20.5072 0.0156 -0.0105 0.0334
O 0.8569 -2.8457 22.5025 0.0012 -0.0027 0.0235
O 0.5233 9.0888 17.7892 -0.0147 -0.0117 0.046
O 7.6991 2.8659 24.6374 -0.0041 0.0077 0.0194
O 1.4687 12.4989 23.3053 -0.0119 -0.0007 0.0194
O -3.7429 14.2492 19.9401 0.0073 0.0107 0.0345
O -5.3133 13.8812 22.5853 -0.005 0.0103 0.0271
O 12.1879 9.2999 27.0905 -0.0033 0.0071 -0.0056
O 7.0112 5.1597 25.4318 -0.0003 -0.0006 0
O 2.9857 9.7396 17.4993 0.0193 -0.0071 0.0455
O 1.3575 11.6166 20.0476 0.0122 -0.0048 0.0478
O 9.3991 7.5954 18.651 0.0161 0.0075 0.0462
O -0.1783 10.3784 22.5256 -0.0002 0.0065 0.0211
O 13.313 17.1028 21.4789 -0.0146 -0.0047 0.0435
O -3.798 18.1005 17.428 0.0138 -0.0167 0.0447
O 1.2614 -0.6061 24.6967 0.0024 -0.0072 0.0221
O -1.42 1.0047 24.3139 0.0012 -0.0039 0.0132
O 1.6054 3.1282 18.7518 -0.0098 -0.0138 0.0426
O -4.3715 -3.1125 22.3325 0.0065 0.0141 0.0232
O -0.041 -1.8488 20.2725 0.0099 -0.0007 0.0691
O -2.6845 7.1067 24.2444 0.0033 -0.0047 0.0209
O 1.8751 17.1162 24.1458 -0.0024 0.0049 0.0253
O 1.8753 4.43 28.6351 0.0052 0 -0.0272
O -1.0184 14.246 23.1746 -0.0064 -0.0125 0.0261
O -5.6485 -1.1544 25.306 -0.0055 -0.0054 -0.0009
O -7.3521 6.4964 30.9896 0.005 -0.0066 -0.0198
O -6.0531 1.366 25.7062 -0.0016 -0.0015 0.003
O -1.7681 -2.6529 22.0086 -0.0146 -0.0026 0.0285
O -8.4938 10.3816 22.1765 -0.0155 0.0008 0.0372
O 6.2294 9.3901 16.1018 -0.0032 -0.0016 0.076
O 3.2255 12.7074 21.3364 -0.0008 0.0143 0.0287
O -7.7864 14.6973 22.972 0.0041 0.009 0.0221
O -7.1118 3.1451 27.3953 0.0025 -0.0083 -0.0142
O 3.8843 0.9718 31.7749 -0.0028 0.0007 -0.0223
O 5.8608 -5.8406 31.1124 -0.0046 0.0209 -0.0342
O -1.9947 3.8825 26.7847 -0.0037 -0.007 0.0006
O 0.985 14.247 21.4692 0.0009 0.0007 0.0197
O 10.2812 5.2644 28.4746 -0.019 0.0025 -0.0254
O 1.8932 6.7515 26.8385 0.0004 -0.005 -0.005
O 8.7246 6.5376 26.7847 0.0019 0.0006 -0.005
O -4.544 -7.7582 26.8854 0.0012 -0.0007 0.0026
O 5.8156 0.5405 23.3815 -0.0062 -0.015 0.0223
O 11.0452 3.9779 30.6407 0.0046 0.0204 -0.0477
O -4.5718 -3.3604 26.0924 0.003 -0.0073 -0.0031
O -0.0023 -5.5728 25.8475 -0.0024 -0.0077 0.0008
O 3.4143 -7.9841 30.017 -0.0017 0.0148 -0.0465
O 3.8489 10.6652 34.5985 -0.0095 -0.002 -0.0469
O -4.8316 -1.5644 27.8957 -0.0022 0.0009 -0.0297
O -3.4391 -3.7601 34.4531 0.0203 0.0041 -0.0431
O -1.5362 -1.8978 34.7023 -0.0055 -0.0046 -0.0303
O -1.1252 -0.9258 25.9281 -0.0063 -0.0021 0.0059
O 5.5457 1.8609 34.4798 0.0042 0.0172 -0.0448
O 18.1938 0.3298 25.66 0.0063 0.003 0.0079
O 0.9808 6.3532 30.2096 -0.005 -0.0014 -0.026
O 3.3827 8.3237 33.616 -0.0122 -0.0121 -0.0334
O 4.2203 3.5075 32.4171 -0.0049 0.0018 -0.0207
O 4.4311 5.1805 28.9559 -0.0006 -0.004 -0.0264
O -0.8719 -8.568 32.2237 0.0081 0.0168 -0.0293
O 0.1813 -3.0043 25.2248 -0.0085 -0.0005 0.006
O 1.7734 2.5538 32.1383 0.013 -0.002 -0.0196
O 3.8593 8.3285 26.903 0.0013 0.0008 -0.0135
O 0.2428 4.349 33.3462 0.0114 -0.0316 -0.0413
O -6.2239 3.8768 24.9818 -0.0008 0.0052 0.017
O -8.3444 8.1224 29.1052 0.0039 0.0102 -0.0405
O 5.5846 7.5442 29.843 -0.0012 -0.0047 -0.0185
O 0.9573 9.1501 33.9982 0.019 -0.0106 -0.0359
O -2.6997 -2.4261 32.4172 -0.0082 0.0097 -0.0474
O 5.4923 0.233 36.4706 -0.0012 0.008 -0.0516
O 5.2785 8.4253 35.2472 0 0.0269 -0.0558
O -1.0823 -4.2617 33.5684 0.0002 -0.0062 -0.0288
O 6.7758 3.7126 33.272 -0.0156 0.0199 -0.0495
O -1.9329 -0.0078 31.8224 -0.0075 -0.0046 -0.0287
O -0.4541 11.3143 33.9783 -0.0041 0.023 -0.0369
O 6.3915 -0.3116 32.2184 -0.011 0.0052 -0.0264
O 9.4221 1.3273 36.9454 0.0196 -0.0071 -0.0836
O -2.8724 -1.253 23.8281 0.0001 0.0123 0.0141

Results
free energy: -163107.720 eV
free energy less fixed offsets of O -570.45, Si -639.56 eV per atom: 1.160 eV

The program warned: the cutoff lies below the one the program advises for these potential files; the forces do not sum to zero within the program's tolerance; empty levels may hold ghost states of the PAW files; the exchange-correlation potential is rough where the density is thin.
